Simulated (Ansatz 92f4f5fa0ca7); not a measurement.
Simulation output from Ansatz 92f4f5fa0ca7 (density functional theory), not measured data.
Periodic cell of 258 atoms, Si166O92, from a study of silicon, its oxide and their interface. The atomic structure is a simulated model.
Doubt: the cutoff is far below the 930 eV that the study's wrapper takes by default for these files, so forces and energies are approximate.
This geometry differs little from another in the collection (a relaxation step or a small displacement).

Settings
functional: PBE
potential files: Ansatz PAW
basis: plane waves
wave-function cutoff: 580 eV
density cutoff ratio: 5
exchange-correlation grid ratio: 1
k mesh: 1 x 1 x 1, Gamma-centred
self-consistency stop: 5e-08 eV per atom in the density residual
occupations: fixed
spin: none
net charge: 0

Cell vectors (angstrom)
a	10.938	0	0
b	0	10.938	0
c	0	0	38.2095

Atoms: element, x, y, z (angstrom)
Si	0	0	0.683
Si	5.469	0	0.683
Si	2.7345	2.7345	0.683
Si	8.2035	2.7345	0.683
Si	0	5.469	0.683
Si	5.469	5.469	0.683
Si	2.7345	8.2035	0.683
Si	8.2035	8.2035	0.683
Si	1.3673	1.3673	2.0503
Si	6.8362	1.3673	2.0503
Si	4.1018	4.1018	2.0503
Si	9.5708	4.1018	2.0503
Si	1.3673	6.8362	2.0503
Si	6.8362	6.8362	2.0503
Si	4.1018	9.5708	2.0503
Si	9.5708	9.5708	2.0503
Si	2.7345	0	36.158
Si	8.2035	0	36.158
Si	0	2.7345	36.158
Si	5.469	2.7345	36.158
Si	2.7345	5.469	36.158
Si	8.2035	5.469	36.158
Si	0	8.2035	36.158
Si	5.469	8.2035	36.158
Si	4.1018	1.3673	37.5253
Si	9.5708	1.3673	37.5253
Si	1.3673	4.1018	37.5253
Si	6.8362	4.1018	37.5253
Si	4.1018	6.8362	37.5253
Si	9.5708	6.8362	37.5253
Si	1.3673	9.5708	37.5253
Si	6.8362	9.5708	37.5253
Si	0.2998	-0.2674	27.9108
Si	5.1923	0.2647	28.0572
Si	2.8541	2.3474	28.0637
Si	7.9519	2.9077	28.0019
Si	-0.4434	5.7263	28.1096
Si	5.67	5.1328	28.0288
Si	2.5076	8.3722	28.0725
Si	8.263	7.9449	27.8753
Si	1.3247	1.245	29.4153
Si	6.7699	1.389	29.3656
Si	4.0159	4.0277	29.2886
Si	9.4621	4.0779	29.3987
Si	1.2805	6.8101	29.3188
Si	6.7688	6.7909	29.3034
Si	4.0693	9.5674	29.3575
Si	9.4848	9.5762	29.13
Si	2.7087	-0.0608	30.7892
Si	8.1731	-0.0302	30.6138
Si	-0.0336	2.7105	30.6839
Si	5.4042	2.7439	30.7391
Si	2.6696	5.4287	30.6477
Si	8.1063	5.4488	30.7518
Si	-0.0855	8.2359	30.6368
Si	5.4401	8.1802	30.6718
Si	4.0753	1.3465	32.101
Si	9.5244	1.339	32.025
Si	1.34	4.0723	32.0534
Si	6.7591	4.0991	32.117
Si	4.0496	6.8112	32.0217
Si	9.5309	6.8377	32.0379
Si	1.2956	9.5286	32.0834
Si	6.8277	9.5465	32.027
Si	-0.0394	-0.002	33.4238
Si	5.4673	-0.0261	33.4207
Si	2.7092	2.7242	33.4405
Si	8.1724	2.7157	33.4162
Si	-0.0264	5.4633	33.4016
Si	5.4115	5.4817	33.445
Si	2.6945	8.171	33.4175
Si	8.1842	8.1958	33.4204
Si	1.3458	1.3538	34.7937
Si	6.8241	1.349	34.7924
Si	4.0782	4.0921	34.8029
Si	9.5552	4.0887	34.777
Si	1.3468	6.81	34.7914
Si	6.8198	6.8319	34.7911
Si	4.0838	9.5491	34.7778
Si	9.5523	9.5607	34.792
Si	2.7356	0.0038	3.4132
Si	8.2408	0.0199	3.4106
Si	0.0386	2.7563	3.3991
Si	5.4781	2.748	3.4267
Si	2.7648	5.4956	3.4227
Si	8.2019	5.4834	3.4031
Si	0.0165	8.2211	3.4316
Si	5.4992	8.2238	3.4073
Si	4.1134	1.3553	4.7723
Si	9.654	1.3692	4.7586
Si	1.4088	4.1083	4.7718
Si	6.8479	4.1382	4.7875
Si	4.1283	6.8917	4.7874
Si	9.5665	6.8441	4.7649
Si	1.3872	9.5984	4.8172
Si	6.8949	9.5707	4.7621
Si	0.0592	0.0444	6.2202
Si	5.5111	-0.0214	6.0931
Si	2.7525	2.7165	6.1492
Si	8.2903	2.7543	6.054
Si	0.0045	5.4711	6.0865
Si	5.492	5.5441	6.1628
Si	2.7821	8.2614	6.181
Si	8.2597	8.2364	6.1694
Si	1.4557	1.386	7.6409
Si	6.9368	1.363	7.3392
Si	4.1037	4.1304	7.4505
Si	9.652	4.0621	7.4725
Si	1.3274	6.874	7.4259
Si	6.8757	6.9156	7.5529
Si	4.1973	9.6249	7.5719
Si	9.6306	9.5982	7.5722
Si	2.9606	0.1428	9.0234
Si	8.1973	0.0456	8.8433
Si	0.0482	2.7438	8.9933
Si	5.6647	2.8223	8.6224
Si	2.6088	5.4284	8.7451
Si	8.326	5.5159	8.7617
Si	0.1358	8.2872	8.9277
Si	5.5283	8.2466	9.0169
Si	4.6157	1.5404	10.2228
Si	9.315	1.5988	10.2148
Si	1.0964	4.4154	10.3321
Si	7.1729	3.9446	10.0397
Si	3.8629	6.87	10.0261
Si	9.8342	6.6656	10.1112
Si	1.8962	9.3164	10.198
Si	6.6217	10.0003	10.2936
O	-4.0802	-8.0065	15.6665
O	-4.8932	10.6648	26.7561
O	9.8777	-14.7858	17.3493
O	5.1387	11.2541	22.9839
O	2.7711	15.5941	22.2277
O	-10.558	7.5812	14.5126
O	-5.3998	1.0076	14.2205
O	-0.469	-7.8202	13.1024
O	6.4578	-6.3203	17.6427
O	3.6808	-6.2486	15.8082
O	6.4276	4.4088	11.4414
O	12.4982	1.4013	12.6915
O	-3.25	0.377	15.5265
O	4.117	3.9641	24.5389
O	4.019	12.2427	27.4965
O	-28.8102	-0.4331	15.8615
O	5.3222	3.8338	22.2678
O	-0.7554	7.9021	19.9734
O	7.0766	20.995	24.3472
O	9.7389	0.5974	17.1923
O	8.4981	16.5277	18.9752
O	0.2935	-1.0094	23.9952
O	-22.8158	1.0167	14.5013
O	-14.5044	35.6259	20.9358
Si	-15.0052	5.6735	18.8392
Si	12.3372	4.2143	26.1326
Si	-3.9697	-9.3275	14.704
Si	-0.2352	-12.8166	14.2523
Si	1.8859	10.77	12.9452
Si	10.8102	0.3413	24.7903
Si	12.7023	-2.3668	18.0232
Si	12.5234	20.347	23.1353
Si	-33.8921	8.355	18.4123
Si	-20.9721	14.5244	18.5388
Si	-9.5539	37.3332	21.3707
Si	-28.6442	5.6321	14.5455
Si	12.1103	-18.933	13.0443
Si	-17.0045	1.3024	19.5745
Si	21.9154	3.0977	23.6848
Si	30.3622	12.9862	24.9299
Si	9.5644	-5.3958	17.7253
Si	31.3497	-20.0598	13.1648
Si	20.3787	-9.3185	18.4174
Si	-13.4895	19.2834	12.3667
Si	15.2049	-0.5772	17.4544
Si	-4.2278	0.4114	23.4248
Si	-7.2693	-2.9221	25.1284
Si	6.4434	-1.4724	25.7209
Si	4.6593	-0.3759	14.3752
Si	-17.8574	16.2367	25.4538
Si	9.3012	43.9014	15.7054
Si	12.5466	6.8863	15.3145
Si	-7.2289	0.6957	22.284
Si	2.1343	-6.815	15.8389
Si	-6.1065	15.2651	11.7973
Si	11.6581	-14.3492	20.6256
Si	-4.9452	3.6965	20.803
Si	7.5874	3.6945	16.9013
Si	-4.5548	18.8386	14.6664
Si	7.6087	12.1357	20.6778
Si	6.8842	8.5077	17.6818
Si	-7.079	-29.1404	22.953
O	4.2376	5.7245	11.1601
O	1.0684	8.5034	21.8885
O	5.2145	5.5749	26.5108
O	9.6538	11.9483	11.7386
O	23.7906	2.8083	26.7793
O	-10.2039	16.9365	21.1788
O	-10.9492	5.5837	10.7225
O	-3.0588	-8.8536	13.4241
O	2.5196	8.6392	24.2027
O	-14.3291	-3.3092	13.5623
O	4.9769	2.9185	19.7719
O	3.8361	0.6811	20.6609
O	8.3465	-1.9267	18.2925
O	1.4076	-0.9692	11.6148
O	-5.8662	-2.1448	25.2002
O	0.9774	25.9629	24.5762
O	-6.4194	4.539	13.3779
O	2.9643	-12.2188	18.125
O	14.2169	13.1036	22.8185
O	6.8404	4.0527	27.6565
O	-2.0829	4.6888	16.4987
O	18.4394	-2.469	26.4875
O	2.0427	-25.0943	16.6525
O	-16.2082	-1.3542	17.7964
O	3.4783	-11.2668	13.2572
O	4.3776	0.9283	18.0775
O	7.4232	31.3183	11.6273
O	16.5463	11.2424	10.8009
O	11.032	4.8291	26.8515
O	-2.0755	7.1989	11.3247
O	9.2114	33.4105	24.72
O	13.4348	10.6266	22.5927
O	5.4757	-4.3841	14.8235
O	-9.0647	3.3283	17.2393
O	-6.964	6.5667	24.4523
O	0.2523	-1.6936	17.9877
O	-6.6375	13.739	11.3292
O	0.174	11.293	26.3944
O	-23.053	9.5419	15.5034
O	11.2222	-7.3716	22.1432
O	3.1614	40.6719	26.667
O	1.1049	5.3979	15.7566
O	2.6358	5.2407	26.3208
O	6.3858	-14.6915	18.5044
O	-25.7234	-13.7176	16.1058
O	-20.0181	25.1133	14.4933
O	7.0001	12.7444	24.2773
O	-37.4097	0.6352	19.8205
O	-5.4082	9.2001	14.1595
O	12.2903	-12.4299	27.6394
O	1.029	-0.8479	14.1481
O	9.7391	9.0618	12.9365
O	-9.2539	14.8434	11.81
O	8.2674	2.8283	10.539
O	12.7573	18.6077	19.4007
O	2.8815	8.0548	10.655
O	-1.5088	6.8305	27.4639
O	8.4696	13.3273	26.525
O	10.8619	-8.6217	18.7424
O	1.7375	3.842	19.9146
O	17.1738	5.2043	20.2533
O	-10.944	26.7772	18.2788
O	-2.7146	2.6093	17.9518
O	2.9023	-4.2632	14.3014
O	-1.9732	-10.0191	19.8157
O	-3.2605	22.2819	22.0997
O	11.517	23.4627	24.0015
O	20.3239	14.106	24.1143

Results
free energy: -157851.886 eV
free energy less fixed offsets of O -568.88, Si -635.61 eV per atom: -3.666 eV

Forces (eV/angstrom), in the order of the atoms: element, x, y, z
Si	-0.0114	-0.016	-0.0098
Si	-0.0382	-0.0204	0.0057
Si	-0.0321	-0.0547	-0.0025
Si	-0.0216	-0.0203	-0.0109
Si	-0.0342	-0.0247	0.0037
Si	-0.0081	-0.0211	-0.0183
Si	0.0067	-0.041	-0.0063
Si	-0.0193	-0.0463	-0.0011
Si	0.1235	0.0021	-0.158
Si	0.0754	0.0907	0.0703
Si	0.082	0.064	0.0112
Si	0.0095	0.0345	-0.0205
Si	0.0396	0.0693	0.0788
Si	-0.0294	0.0137	-0.1818
Si	0.0343	0.035	-0.0223
Si	0.1251	-0.0163	-0.0496
Si	-0.0251	-0.0783	-0.0656
Si	-0.0463	-0.0275	0.0613
Si	-0.0798	0.0291	-0.0093
Si	-0.0197	-0.044	-0.0138
Si	-0.1235	-0.0397	0.1121
Si	-0.0503	-0.0561	-0.0746
Si	-0.0302	-0.0398	-0.031
Si	-0.0767	0.0097	0.0169
Si	0.0435	0.0566	-0.0058
Si	-0.0007	0.0184	-0.0034
Si	0.0274	0.0379	0.0144
Si	0.0187	0.0235	0.0003
Si	0.0013	0.0064	-0.0071
Si	0.016	0.033	-0.0051
Si	0.0311	0.0216	0.0052
Si	0.0104	0.047	0.0069
Si	-0.0033	0.0015	-0.0065
Si	0.006	-0.0126	0.003
Si	-0.0131	0.0175	0.0259
Si	0.0059	-0.0065	-0.0152
Si	0.0156	-0.0136	0.0148
Si	-0.0203	0.0073	-0.0053
Si	0.0011	-0.0113	-0.0151
Si	-0.0113	0.0093	0.0156
Si	0.0008	0.0104	-0.0036
Si	0.001	-0.0039	0.005
Si	-0.0023	-0.0025	-0.0079
Si	0.0079	0.0036	0.0049
Si	-0.0054	0.002	0.0003
Si	0.0003	0.0019	0.001
Si	0.0048	0.0036	-0.0012
Si	0.0039	-0.0005	0.0016
Si	-0.0067	-0.0049	0.0219
Si	0.0006	0	0.0044
Si	0.001	0.0007	-0.0018
Si	0.0052	0.0057	0.0177
Si	0.0031	-0.0011	0.0028
Si	-0.0084	-0.0065	0.0125
Si	-0.0008	0.0061	0.0048
Si	0.0011	-0.0029	0.0045
Si	-0.0011	-0.0049	-0.0012
Si	-0.0031	0.0028	0.0024
Si	-0.0018	-0.0015	0.0039
Si	-0.003	0.0071	-0.0034
Si	-0.0008	0.0031	0.0014
Si	0.0031	-0.0039	0.0028
Si	0.0052	0.0041	-0.0034
Si	0.0009	-0.0014	0.0022
Si	0.0049	-0.0043	0.0005
Si	-0.0053	0.0024	0.0017
Si	0.0027	0.0001	0.0005
Si	-0.0014	0.0002	0.0009
Si	-0.0023	0.0042	0.0016
Si	0.0042	-0.0097	-0.0016
Si	-0.0049	-0.0013	0.0006
Si	-0.0013	-0.0019	-0.0004
Si	-0.0026	0.0019	0.0018
Si	0.0019	-0.0005	0.0023
Si	-0.002	0.0037	0.0021
Si	0.0017	-0.0016	0.0016
Si	0.0038	-0.001	0.0019
Si	-0.0023	0.0024	0.0025
Si	0.0032	0.0001	0.0016
Si	-0.0006	0.002	0.0038
Si	-0.0017	0.0023	0.0014
Si	0.0002	-0.0026	-0.0008
Si	-0.0006	-0.0016	0.0001
Si	-0.0007	0.0027	0.0015
Si	0.0004	-0.0025	-0.0009
Si	-0.0025	0.0035	0.0019
Si	-0.0009	0.0016	0.001
Si	0.0013	-0.0025	-0.0003
Si	0.0011	0.0018	0.0004
Si	-0.0041	0.0006	0.0043
Si	-0.0019	0.0043	0.0014
Si	0.0029	-0.0012	-0.0005
Si	0.0002	-0.0003	0.0034
Si	0.0034	-0.0034	-0.0003
Si	0.0037	-0.0077	0.0009
Si	0.0001	0.0073	0.0013
Si	0.0036	0.003	0.0012
Si	0.0001	-0.0018	-0.0011
Si	0.0066	-0.0039	-0.0006
Si	-0.002	0.0033	0.0043
Si	-0.0014	0.008	0.0022
Si	0.0023	-0.0026	-0.0002
Si	-0.0082	0.005	-0.0052
Si	-0.0018	-0.0051	0.001
Si	-0.0079	0.0001	-0.0025
Si	0.0097	-0.0052	-0.0152
Si	-0.0035	0.0028	0.0026
Si	0.0023	-0.0103	-0.01
Si	0.0018	-0.0118	-0.0151
Si	-0.0025	0.0056	-0.0013
Si	0.0081	-0.0051	-0.0004
Si	-0.0014	0.0022	-0.0044
Si	0.0013	0.008	-0.0037
Si	-0.0031	0.0009	0.0103
Si	-0.0052	0.0048	0.0111
Si	-0.0068	0.0195	-0.0073
Si	0.0023	0.0015	0.0169
Si	-0.0045	0.0038	-0.0013
Si	-0.0099	-0.0006	0.0007
Si	0.0017	0.0099	0.0149
Si	-0.0057	-0.0023	0.003
Si	0.0203	-0.0007	0.0039
Si	0.0129	-0.0208	-0.0157
Si	0.0038	0.006	0.0165
Si	0.0184	-0.02	-0.025
Si	-0.0112	0.0059	0.0111
Si	-0.0051	0.0071	0.0296
Si	0.009	-0.0361	-0.0239
O	-0.0013	-0.0015	-0.0018
O	-0.0024	0.0061	0.003
O	0.0006	0.0005	-0.0008
O	-0.0018	0	0.0052
O	-0.001	-0.0015	0.0049
O	0.0006	-0.0029	0.0006
O	-0.0008	-0.0013	-0.0006
O	-0.0004	-0.0014	0.0017
O	-0.0008	-0.0015	-0.001
O	-0.0004	-0.0008	0.0019
O	0.0057	-0.0029	-0.0046
O	0.0007	0.0014	0.0018
O	0.0006	-0.0019	-0.0008
O	-0.0003	-0.0005	0.0035
O	0.0113	-0.0048	-0.0075
O	-0.0002	0	0.001
O	0.0001	-0.0006	0.0056
O	0.0006	-0.0005	0.0034
O	-0.0021	0.0009	0.0042
O	-0.0003	-0.0006	-0.0002
O	-0.0003	-0.0014	-0.0004
O	0.0012	0.0003	0.0048
O	-0.0002	-0.0019	0.0021
O	0.0007	-0.0019	0.0042
Si	0.0023	0.0009	0.0013
Si	0.0005	0.0029	0.0064
Si	0.0008	0.0024	0.0043
Si	-0.0002	0.0038	0.0009
Si	-0.0039	0.0014	-0.0037
Si	0.0023	0.0005	0.0002
Si	-0.0019	0.0005	0.0069
Si	0.0032	-0.0067	-0.0048
Si	0	-0.0019	0.0055
Si	-0.0019	0.0006	0.0031
Si	0.001	0.0015	-0.0048
Si	0.0017	-0.003	-0.0006
Si	-0.0008	-0.0022	-0.0038
Si	0.0014	0.0006	-0.0009
Si	0.0024	-0.0016	-0.004
Si	0.0036	-0.0012	-0.0047
Si	-0.0012	0.0011	0.0071
Si	-0.001	-0.0016	-0.0051
Si	0.0007	0.0007	0.0022
Si	-0.0014	0.0033	-0.0007
Si	0.0007	-0.0011	0.0064
Si	-0.0006	-0.0039	-0.0058
Si	0.0008	0.01	0.002
Si	-0.0084	-0.0067	-0.0094
Si	-0.0015	-0.0013	0.0018
Si	-0.0043	0.0022	0.0049
Si	0.0014	-0.0003	0.0044
Si	-0.0019	0.001	0.0042
Si	-0.0013	-0.0024	-0.0068
Si	-0.0028	-0.0032	0.0035
Si	0.0001	0.0116	-0.0068
Si	-0.0018	0.0002	-0.0033
Si	0.0005	0.0022	-0.0055
Si	-0.0001	0.0012	0.006
Si	0.0025	0.0021	0.004
Si	0.0004	0.0016	-0.0042
Si	0.0005	0.0004	0.0085
Si	0.0006	0.0033	-0.0064
O	-0.0016	-0.0048	0.0084
O	0.0023	0.0018	0.0068
O	0.004	-0.0011	0.0096
O	-0.0024	0.0027	-0.0023
O	-0.0026	-0.0005	-0.0076
O	0.0005	-0.0003	0.0045
O	0.0005	0.0024	0.0059
O	-0.0027	-0.0006	-0.0001
O	0.0046	0.0027	0.0044
O	-0.0008	-0.002	0.0004
O	-0.0005	-0.0009	0.0032
O	-0.0007	-0.0008	0.0045
O	-0.0004	0.0012	-0.0011
O	0.0011	-0.0016	-0.009
O	-0.0056	-0.0083	0.0097
O	-0.0022	-0.0018	0.0032
O	-0.0016	0.0029	0.008
O	0.0006	-0.0006	-0.0004
O	-0.0005	-0.0032	0.0064
O	0.0028	-0.004	-0.0004
O	0.0004	-0.0002	-0.0028
O	0.0031	0.0011	0.0002
O	0.0008	-0.0009	-0.0016
O	-0.0014	0.0003	-0.0015
O	0.0045	-0.0011	0.0015
O	-0.0005	-0.0002	0.001
O	0.0008	0.0022	0.011
O	-0.0124	0.0125	0.0102
O	-0.0017	-0.0026	-0.0088
O	0.0032	-0.0023	-0.0051
O	-0.0008	0.0009	0.0063
O	-0.001	-0.0023	0.0074
O	-0.0027	-0.003	-0.001
O	0.0018	-0.0007	-0.001
O	0.0012	-0.0005	0.0037
O	0.0025	0.0003	-0.0011
O	-0.0012	-0.015	-0.001
O	-0.001	-0.0039	0.0129
O	-0.002	0.0002	0.0007
O	0.0007	0.0007	0.003
O	-0.0037	0.0095	0.0071
O	0.0014	-0.001	-0.0018
O	0.0051	0.0001	-0.002
O	-0.0004	-0.0005	-0.0003
O	0.0011	-0.0009	-0.002
O	0.0028	0.0026	0.0034
O	-0.0024	0.0021	0.0059
O	-0.0008	-0.0016	0.0025
O	-0.0009	-0.0006	-0.0001
O	-0.0008	-0.0005	0.0002
O	-0.0021	-0.0036	0.0023
O	0.0028	-0.0011	0.0021
O	0.0006	0.0014	0.0074
O	-0.0051	0.0042	0.0001
O	0.0003	0.0003	0.001
O	-0.0093	0.0102	0.0063
O	0.0082	-0.004	-0.0054
O	-0.0018	0.0012	0.0144
O	0.0008	-0.0011	0.0003
O	0.0004	-0.0008	0.0043
O	-0.0012	-0.0023	0.0046
O	0.0022	-0.002	0.001
O	-0.0004	-0.0016	0.0009
O	0.0005	0	0
O	0.0001	-0.0026	0.0034
O	0.0008	-0.0013	0.0044
O	0.0006	-0.0004	0.0033
O	-0.0008	0	0.0051

The program warned: the cutoff lies below the one the program advises for these potential files; the exchange-correlation potential is rough where the density is thin.
